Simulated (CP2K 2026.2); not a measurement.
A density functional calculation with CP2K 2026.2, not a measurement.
Periodic cell of 504 atoms, Si360O144, from a study of silicon, its oxide and their interface. The atomic structure is a simulated model.
Doubt: the forces sum to 2.28 eV/angstrom along one axis rather than to zero, so they err by at least 0.0045 eV/angstrom per atom on average; the grid cutoff is modest.

Settings
functional: PBE
method: Gaussian and plane waves
basis set: DZVP-MOLOPT-SR-GTH
pseudopotentials: GTH-PBE
grid cutoff: 300 Ry, relative cutoff 40 Ry
k points: Gamma only
occupations: fixed
spin: none
net charge: 0

Cell vectors (angstrom)
a 16.32 0 0
b 0 16.32 0
c -2.3239 -4.4757 33.6128

Atoms and the computed forces on them: element, x, y, z (angstrom), force x, y, z (eV/angstrom)
Si 1.01 -1.171 -0.027 0.217 -0.177 0.717
Si 3.853 1.463 -0.052 0.241 -0.126 0.733
Si 1.739 3.794 0.02 -0.152 0.091 0.768
Si 4.487 6.607 0.146 -0.237 0.047 0.702
Si 1.072 -6.604 0.019 0.253 -0.1 0.68
Si 4.397 -4.377 -0.047 -0.253 0.152 0.711
Si 6.998 -1.648 0.061 -0.071 0.253 0.765
Si 9.765 1.201 0.011 -0.237 0.117 0.734
Si 6.571 4.298 0.211 0.07 -0.158 0.755
Si 9.7 6.589 0.09 -0.133 0.184 0.766
Si 6.615 9.705 0.087 0.212 -0.126 0.748
Si -7.099 -3.821 0.166 0.134 -0.086 0.787
Si -4.365 -1.051 0.075 0.109 -0.115 0.748
Si -1.179 1.114 0.028 -0.103 0.203 0.705
Si -4.316 4.442 -0.003 0.134 -0.213 0.73
Si -1.612 7.154 0.064 0.077 -0.199 0.762
Si -3.874 -7.015 0.138 -0.181 0.097 0.77
Si -1.148 -4.374 0.167 -0.083 0.127 0.715
Si 2.667 -0.067 1.266 -0.022 0.016 -0.061
Si 5.378 2.654 1.351 -0.012 0.008 -0.033
Si 2.8 5.434 1.33 0.006 -0.016 -0.071
Si 5.532 8.17 1.493 -0.006 0.021 -0.053
Si 2.737 -5.462 1.25 0.003 0.006 -0.042
Si 5.437 -2.793 1.362 0.012 -0.005 -0.063
Si 8.157 0.012 1.289 0.021 -0.011 -0.043
Si -5.394 2.774 1.304 -0.005 0.011 -0.044
Si 8.165 5.457 1.457 0.011 -0.015 -0.043
Si -5.456 8.146 1.411 0.018 -0.014 -0.038
Si 8.118 10.894 1.445 -0.004 0.012 -0.048
Si -5.468 -2.667 1.377 -0.009 0 -0.062
Si -2.739 0.017 1.392 -0.008 0.001 -0.055
Si 0.026 2.726 1.26 0.013 -0.015 -0.069
Si -2.722 5.513 1.339 -0.024 0.008 -0.082
Si -0.019 8.193 1.411 -0.013 -0.001 -0.064
Si -2.729 -5.474 1.464 0.003 -0.02 -0.059
Si -0.021 -2.734 1.388 -0.001 -0.012 -0.045
Si 1.347 1.336 2.668 0.007 0.019 0.04
Si 4.088 4.061 2.749 -0.002 -0.007 0.034
Si 1.376 6.774 2.666 0.012 0.003 0.011
Si 4.041 9.511 2.714 0 0.016 0.021
Si 1.421 -4.076 2.68 0.007 -0.016 0.011
Si 4.056 -1.389 2.648 0.006 0.013 0
Si 6.796 1.339 2.675 0.012 0.005 0.008
Si 9.535 4.051 2.732 0.008 -0.011 0.024
Si 6.876 6.832 2.841 -0.001 -0.014 0.02
Si 9.519 9.533 2.744 -0.001 -0.005 0.009
Si 6.755 12.223 2.808 0.013 0.014 0.038
Si -6.825 -1.314 2.738 -0.021 -0.002 0.044
Si -4.058 1.43 2.717 -0.013 -0.003 0.03
Si -1.34 4.098 2.63 -0.003 -0.018 -0.004
Si -4.079 6.805 2.776 0.002 0.006 0.04
Si -1.352 -6.799 2.823 0.004 -0.011 0.05
Si -4.103 -4.051 2.719 -0.016 0.006 0.016
Si -1.405 -1.388 2.735 0.002 -0.001 0.017
Si -0.013 -0.008 4.052 0 0.01 -0.007
Si 2.698 2.697 4.065 -0.01 0.009 -0.013
Si 0.007 5.43 4.034 -0.008 0.017 0.006
Si 2.703 8.139 4.064 0.001 0.006 -0.001
Si 0.044 -5.411 4.085 -0.007 0.01 -0.009
Si 2.735 -2.721 4.069 -0.011 -0.02 0.002
Si 5.425 -0.023 4.023 -0.003 -0.003 -0.008
Si 8.151 2.696 4.063 0.013 -0.002 -0.001
Si 5.461 5.428 4.102 -0.004 -0.015 -0.012
Si 8.207 8.194 4.166 0.003 0.003 0.008
Si 5.39 10.857 4.12 0.004 -0.014 -0.01
Si 8.146 -2.7 4.1 0.008 -0.009 -0.017
Si -5.437 0.046 4.067 0.004 -0.005 -0.014
Si -2.681 2.761 4.057 -0.007 0 0.014
Si -5.436 5.422 4.104 0.006 0.011 -0.019
Si -2.723 8.154 4.142 -0.003 0.002 0.002
Si -5.443 -5.42 4.087 0 -0.003 0
Si -2.743 -2.727 4.103 0.013 0.01 0.013
Si 1.39 -1.31 16.288 0.019 0.006 -0.01
Si 4.085 1.379 16.34 -0.012 0.003 -0.002
Si 1.362 4.035 16.299 -0.002 0.009 -0.014
Si 4.062 6.781 16.318 -0.01 0 -0.004
Si 1.349 -6.808 16.31 -0.006 -0.014 0.003
Si 4.089 -4.059 16.273 0.01 0.015 -0.002
Si 6.828 -1.368 16.336 0.007 -0.009 -0.008
Si -6.783 1.358 16.365 0.006 0.01 0.002
Si 6.8 4.086 16.343 0.01 0.001 -0.006
Si -6.802 6.805 16.295 -0.005 -0.009 -0.016
Si 6.815 9.531 16.283 0.004 0.005 -0.009
Si -6.818 -4.083 16.329 0 -0.021 -0.012
Si -4.065 -1.348 16.34 0.013 0.007 -0.009
Si -1.331 1.378 16.345 0.007 0.005 -0.006
Si -4.059 4.087 16.351 0.003 0.011 -0.009
Si -1.426 6.754 16.279 -0.006 -0.003 -0.013
Si -4.137 9.511 16.285 -0.014 0.003 -0.012
Si -1.362 -4.073 16.31 -0.001 -0.01 -0.006
Si 2.72 0.037 17.707 -0.006 -0.016 0.02
Si 5.442 2.734 17.717 0.014 0.016 0.008
Si 2.72 5.363 17.657 0.013 0.008 0.014
Si 5.432 8.189 17.612 0.006 -0.004 -0.017
Si 2.732 -5.408 17.626 0.006 -0.002 -0.004
Si 5.468 -2.753 17.662 -0.004 -0.017 0.008
Si 8.175 -0.011 17.727 -0.008 -0.017 -0.008
Si -5.402 2.726 17.709 -0.001 -0.006 0.02
Si 8.148 5.489 17.669 0.028 0.013 -0.009
Si -5.444 8.124 17.683 -0.002 0.005 -0.003
Si 8.165 10.848 17.696 -0.004 0.027 0.021
Si -5.47 -2.693 17.671 0.001 -0.006 -0.019
Si -2.665 -0.004 17.694 -0.008 -0.019 0.003
Si 0.026 2.731 17.735 0.001 -0.012 0.01
Si -2.719 5.433 17.762 0.003 0.005 0.011
Si -0.079 -8.199 17.581 -0.004 0.006 -0.009
Si -2.799 -5.424 17.609 0.016 0.011 0.004
Si 0.049 -2.691 17.608 -0.013 0 -0.028
Si 1.388 1.399 19.134 0.014 -0.004 -0.013
Si 4.095 4.084 19.116 -0.008 0.022 -0.019
Si 1.249 6.698 18.884 -0.066 -0.033 -0.038
Si 4.104 -6.755 18.962 0.009 0.033 -0.02
Si 1.382 -4.038 18.97 -0.005 0.015 -0.008
Si 4.121 -1.36 18.982 0.014 -0.012 -0.041
Si 6.802 1.357 19.063 -0.014 0.012 -0.017
Si -6.776 4.152 19.001 0.015 0.012 -0.048
Si 6.75 6.859 19.003 0.001 -0.012 -0.023
Si -6.814 9.443 19.05 -0.022 0.006 -0.029
Si 6.785 -4.138 19.065 -0.014 0 -0.045
Si 9.526 -1.375 19.108 0.01 -0.004 -0.003
Si -4.002 1.358 19.063 -0.014 0.023 -0.05
Si -1.319 4.083 19.133 0.005 0.012 -0.02
Si -4.095 6.814 19.115 0 -0.003 -0.019
Si -1.481 -6.846 18.898 -0.01 -0.04 -0.051
Si -4.121 -4.048 19.005 0.008 -0.019 -0.026
Si -1.246 -1.361 19.019 0.012 0.019 -0.022
Si 0.085 -0.039 20.486 0.019 -0.01 0.039
Si 2.787 2.711 20.549 -0.007 -0.029 0.048
Si 0.024 5.452 20.509 0.011 0.013 0.082
Si 2.591 8.175 20.018 0.015 -0.013 0.009
Si -0.128 -5.409 20.103 -0.041 0.041 0.016
Si 2.797 -2.737 20.342 0.021 0.006 0.036
Si 5.444 -0.021 20.414 -0.018 -0.019 0.062
Si 8.155 2.803 20.312 0.003 0.014 0.041
Si 5.391 5.589 20.426 -0.018 0.011 0.026
Si 8.069 8.149 20.44 0.01 0.021 0.053
Si 5.427 -5.514 20.483 0.011 0.004 0.029
Si 8.141 -2.763 20.437 -0.032 -0.025 0.069
Si -5.38 -0.003 20.421 0.002 0.001 0.05
Si -2.609 2.671 20.489 -0.002 -0.025 0.063
Si -5.448 5.461 20.481 -0.017 -0.018 0.072
Si -2.746 -8.123 20.458 0.01 0.016 0.08
Si -5.451 -5.475 20.341 -0.005 0.017 0.067
Si -2.662 -2.709 20.298 -0.007 -0.014 0.026
Si 1.731 -1.206 21.726 -0.186 -0.034 -0.771
Si 3.919 1.054 21.851 0.109 0.242 -0.75
Si 1.719 4.395 21.81 -0.309 -0.234 -0.723
Si 3.676 6.846 21.533 0.36 0.016 -0.637
Si 1.077 -6.942 21.277 -0.009 0.048 -0.716
Si 4.327 -3.872 21.724 -0.197 -0.192 -0.742
Si 6.538 -1.62 21.728 0.212 0.111 -0.74
Si -6.503 1.71 21.546 -0.106 -0.151 -0.792
Si 6.93 4.324 21.653 -0.13 -0.125 -0.749
Si -7.171 6.531 21.721 0.229 0.113 -0.756
Si 6.947 -6.654 21.911 -0.237 -0.266 -0.637
Si 9.231 -4.458 21.639 0.09 0.183 -0.749
Si -3.697 -1.122 21.642 -0.18 -0.01 -0.691
Si -1.453 1.082 21.87 0.179 0.225 -0.659
Si -4.216 3.855 21.704 0.14 0.23 -0.73
Si -1.066 7.156 21.747 -0.241 -0.246 -0.712
Si -3.881 -6.492 21.754 -0.083 -0.248 -0.676
Si -1.586 -4.35 21.571 0.064 0.146 -0.744
Si -6.767 4.605 25.447 -0.087 -0.065 0.054
Si -6.888 -3.527 24.464 0.009 0.043 -0.027
Si 2.532 -5.372 23.667 -0.02 -0.04 0.058
Si -6.962 7.454 24.706 -0.117 -0.066 -0.106
Si 6.72 6.971 -4.382 0.068 0.009 0.082
Si 0.395 -3.24 23.788 0.084 -0.086 -0.176
Si 1.436 3.962 24.937 0.093 0.071 -0.149
Si 6.757 -7.292 24.998 -0.091 -0.008 -0.15
Si -3.742 4.471 24.705 0.078 -0.035 -0.111
Si -0.419 6.634 -7.086 -0.041 0.09 -0.003
Si 3.958 7.118 -2.769 -0.021 0.053 0.111
Si 1.138 -2.276 -2.983 -0.052 0.104 0.137
Si -0.426 -7.803 -4.759 -0.025 -0.047 0.028
Si -4.38 -7.368 24.719 -0.08 0.026 -0.196
Si -5.485 5.764 -4.457 0.128 -0.031 0.071
Si 2.478 2.65 -4.808 0.083 0.043 -0.092
Si 4.938 -3.812 -5.537 -0.01 -0.05 -0.084
Si 6.653 -7.94 -7.267 -0.132 0.106 -0.011
Si -4.352 -1.995 24.513 0.051 0.004 -0.118
Si 7.838 2.456 -2.001 0.056 -0.008 0.182
Si 3.427 -4.136 -2.988 0.058 -0.004 0.103
Si 7.956 2.444 -6.678 -0.034 -0.053 -0.007
Si 7.096 -4.886 -7.276 0.049 0.067 -0.022
Si 5.697 0.096 -2.154 -0.089 -0.037 0.018
Si -4.825 4.666 -7.187 0.071 -0.063 0
Si -7.797 -0.648 -6.413 -0.145 -0.05 -0.121
Si 4.937 1.958 -6.141 -0.066 -0.04 0.055
Si -5.144 -4.906 -4.857 -0.022 -0.058 -0.026
Si 2.966 8.141 24.201 -0.013 0.131 -0.11
Si -5.331 -2.015 -5.142 0.03 -0.018 -0.022
Si 1.779 4.962 -2.806 -0.005 0.045 0.121
Si -8.009 4.324 -4.411 0.002 0.088 0.01
Si -1.944 4.087 -6.84 0.106 0.006 -0.055
Si -7.908 -7.932 -2.146 -0.049 0.048 0.161
Si -3.152 4.188 -2.946 -0.127 0.027 0.16
Si -2.002 6.963 24.769 -0.001 -0.064 -0.21
Si 0.788 6.937 25.676 0.255 0.047 -0.064
Si 5.596 -0.827 -5.226 0.097 0.057 0.136
Si -0.855 6.294 -2.866 -0.105 0.027 0.105
Si 7.226 -1.589 24.619 -0.022 -0.002 -0.131
Si -3.282 -0.799 -7.098 -0.01 0.02 -0.023
Si 0.461 0.433 -4.483 -0.08 -0.021 0.064
Si -3.522 -1.441 -2.862 0.066 0.027 0.12
Si 5.778 2.475 23.966 -0.081 -0.011 -0.215
Si -0.306 1.405 24.844 -0.01 0.089 -0.274
Si 1.961 -6.963 -2.914 0.019 -0.027 0.169
Si -2.127 1.386 -2.925 0.05 -0.063 0.148
Si -5.743 -5.666 -2.001 -0.081 -0.104 0.106
Si -1.56 -3.724 -2.747 -0.045 0.05 0.028
Si -4.907 -7.63 -5.143 0 0.024 -0.053
Si -1.203 1.255 -6.714 0.004 0.07 -0.097
Si 0.418 -1.374 25.903 -0.035 0.08 0.117
Si -2.619 -5.972 -4.579 -0.068 0.086 -0.053
Si -7.647 1.981 24.272 -0.009 0.152 0.035
Si 1.357 -1.36 5.415 0 0.003 0.008
Si 4.078 1.342 5.407 0.012 0.003 0.001
Si 1.348 4.069 5.419 0.001 -0.007 0.012
Si 4.077 6.793 5.431 -0.003 -0.004 0.007
Si 1.366 9.513 5.438 0 0.003 0.006
Si 4.066 12.245 5.463 -0.002 -0.001 0.018
Si 6.774 -1.35 5.437 0.004 0.003 0.004
Si 9.514 1.365 5.442 0 0.001 0.007
Si 6.813 4.062 5.444 0.011 0.014 0.008
Si -6.773 6.793 5.479 0.015 -0.004 0.016
Si 6.786 9.526 5.474 -0.007 0.014 0.014
Si 9.512 12.253 5.447 -0.006 0.009 0.009
Si -4.093 -1.337 5.432 -0.017 0 0.008
Si -1.352 1.368 5.418 0 -0.002 0.011
Si -4.056 4.081 5.445 -0.001 -0.004 0.013
Si -1.342 6.777 5.441 -0.001 -0.006 0.01
Si -4.085 -6.783 5.46 0.002 -0.002 0.009
Si -1.348 -4.073 5.44 0.003 -0.013 0.009
Si 2.721 -0.007 6.782 -0.005 -0.005 0
Si 5.436 2.703 6.784 0.007 0.001 -0.002
Si 2.713 5.432 6.784 0.001 0.003 -0.005
Si 5.429 8.148 6.811 0.003 -0.005 -0.001
Si 2.711 10.875 6.81 -0.002 -0.001 -0.001
Si 5.434 -2.715 6.81 -0.004 -0.008 0.002
Si 8.15 0.003 6.794 0.001 0.005 -0.003
Si -5.433 2.721 6.794 -0.001 0 0.001
Si -8.156 5.429 6.809 -0.002 -0.005 0.003
Si 10.893 8.167 6.827 0 -0.003 0.001
Si 8.152 10.896 6.815 -0.005 -0.004 0
Si 10.877 -2.705 6.799 0.004 0.003 0
Si -2.719 0.013 6.786 0 0 -0.004
Si -0.001 2.718 6.794 -0.005 0.005 0.001
Si -2.706 5.435 6.812 0.004 0.003 -0.001
Si 0.005 8.155 6.797 0.001 0.005 -0.002
Si -2.708 -5.432 6.805 0.003 0.007 0
Si 0.002 -2.709 6.796 -0.006 -0.003 0
Si 1.366 1.357 8.147 0.001 0.006 -0.001
Si 4.079 4.072 8.142 -0.001 -0.001 -0.004
Si 1.364 6.796 8.155 -0.005 -0.001 -0.008
Si 4.075 9.518 8.167 0 0.008 -0.006
Si 1.35 -4.08 8.161 -0.001 -0.01 -0.004
Si 4.073 -1.357 8.162 0.008 -0.001 -0.003
Si 6.798 1.361 8.158 0 -0.003 -0.002
Si -6.791 4.074 8.163 0.009 0.014 -0.002
Si 6.794 6.787 8.163 -0.006 -0.001 -0.004
Si 9.513 9.525 8.168 0.001 -0.005 -0.007
Si 6.796 -4.068 8.173 0.006 0.006 0.003
Si 9.513 -1.352 8.157 -0.008 -0.009 0
Si -4.081 1.36 8.156 -0.006 -0.003 -0.001
Si -1.356 4.07 8.167 -0.007 -0.002 -0.002
Si -4.065 6.801 8.172 0.008 0.012 0.001
Si -1.356 -6.804 8.16 -0.007 -0.005 -0.001
Si -4.075 -4.067 8.155 0.003 0.002 -0.006
Si -1.361 -1.349 8.15 0.012 0.002 -0.002
Si 0.003 0.002 9.512 -0.008 -0.001 0.001
Si 2.724 2.719 9.509 0.006 0.001 0
Si 0.004 5.439 9.516 0.001 0.005 0.004
Si 2.716 8.156 9.524 0.005 0.003 -0.005
Si -0.005 -5.439 9.524 -0.002 0.003 -0.002
Si 2.716 -2.723 9.518 -0.01 -0.007 -0.002
Si 5.441 0.003 9.517 0.002 0.002 0.002
Si -8.156 2.716 9.521 0.001 0.002 -0.002
Si 5.436 5.426 9.519 0 0.003 -0.002
Si 8.151 8.156 9.517 -0.006 -0.003 0
Si 5.434 -5.438 9.521 0.003 -0.01 -0.001
Si 8.161 -2.708 9.523 0.006 0.001 -0.001
Si -5.443 0.004 9.518 0 -0.004 -0.002
Si -2.723 2.715 9.521 0.003 0.002 0.002
Si -5.436 5.438 9.521 -0.001 0.001 0.002
Si -2.712 8.162 9.526 0.005 0.001 0.005
Si -5.437 -5.431 9.514 0.002 0.004 -0.001
Si -2.718 -2.709 9.518 -0.003 0.001 0.001
Si 1.359 -1.362 10.875 0.008 -0.001 -0.003
Si 4.086 1.367 10.875 -0.001 -0.004 0
Si 1.365 4.079 10.87 -0.003 0.006 -0.002
Si 4.077 6.792 10.877 -0.003 -0.001 0.004
Si 1.356 9.519 10.885 -0.005 -0.002 0.002
Si 4.076 -4.078 10.883 0 0.002 -0.001
Si 6.805 -1.348 10.882 0.001 -0.006 0
Si -6.798 1.36 10.888 0.006 -0.003 0.002
Si -9.517 4.073 10.883 0.004 0.001 0.003
Si 9.512 6.794 10.873 0.004 0.008 -0.002
Si 6.791 9.517 10.874 -0.001 0.011 -0.001
Si 9.525 -4.07 10.874 -0.009 0.002 0
Si -4.079 -1.351 10.88 -0.002 -0.004 0.002
Si -1.36 1.356 10.874 0.002 0.003 -0.001
Si -4.082 4.075 10.882 0.002 0.002 0
Si -1.357 6.796 10.881 -0.002 0.006 -0.001
Si -4.079 9.525 10.875 0.005 -0.01 -0.001
Si -1.366 -4.075 10.882 0 -0.006 0.002
Si 2.727 0.001 12.224 -0.002 -0.002 0
Si 5.448 2.714 12.249 -0.004 0.001 0.003
Si 2.718 5.434 12.241 -0.002 0.003 0.003
Si 5.436 8.152 12.236 0.002 0.003 0
Si 2.716 10.881 12.244 0.003 0.001 0.001
Si 5.443 -2.709 12.23 0.012 0.004 0.001
Si 8.164 0.004 12.255 -0.004 -0.005 0.002
Si -5.437 2.718 12.251 -0.002 0.005 0
Si -8.157 5.431 12.246 -0.001 0.002 0.002
Si 10.871 8.16 12.219 -0.005 0.002 0
Si 8.153 10.888 12.216 0.007 -0.009 -0.002
Si 10.883 -2.712 12.24 0.005 0 -0.003
Si -2.721 0.008 12.245 0.002 -0.002 -0.002
Si 0.003 2.719 12.223 -0.002 -0.002 -0.002
Si -2.72 5.434 12.235 0.003 0.004 0.005
Si -0.005 8.156 12.244 -0.001 -0.009 0
Si -2.726 -5.437 12.243 -0.005 0.006 0.001
Si -0.004 -2.713 12.241 -0.002 -0.002 0
Si 1.366 1.358 13.573 0.002 -0.003 -0.007
Si 4.083 4.077 13.599 -0.001 0.005 0.001
Si 1.348 6.788 13.602 -0.001 0.008 -0.002
Si 4.076 9.511 13.597 0.007 -0.006 0.006
Si 1.358 -4.069 13.599 -0.002 -0.001 0.007
Si 4.1 -1.338 13.59 -0.01 -0.003 0.001
Si 6.807 1.361 13.625 0.005 -0.001 0.01
Si -6.799 4.069 13.617 0.011 -0.004 -0.002
Si 6.799 6.794 13.597 0.005 0 0.005
Si 9.51 9.528 13.565 -0.014 0.013 -0.004
Si 6.804 -4.07 13.581 -0.004 0.002 -0.001
Si 9.533 -1.354 13.611 0.005 -0.01 0.007
Si -4.071 1.37 13.62 -0.001 0.002 0.001
Si -1.358 4.067 13.587 0.007 0.003 0.001
Si -4.101 6.79 13.577 -0.003 0.009 -0.001
Si -1.371 9.514 13.602 0.008 -0.007 0.004
Si -4.086 -4.075 13.603 0.002 -0.011 0.011
Si -1.361 -1.349 13.604 -0.007 0.005 0.006
Si 0.005 0.028 14.948 0.004 -0.001 0
Si 2.727 2.698 14.94 -0.008 0.002 -0.002
Si -0.01 5.413 14.956 -0.005 -0.005 -0.002
Si 2.71 8.147 14.955 -0.003 -0.003 -0.003
Si -0.005 -5.439 14.952 -0.003 0.003 0.003
Si 2.733 -2.69 14.933 -0.005 0.005 -0.006
Si 5.45 0.003 14.991 0.003 -0.003 0.002
Si 8.168 2.716 14.995 0.001 0.002 0.001
Si 5.441 5.434 14.963 -0.001 0 0.01
Si 8.169 8.168 14.93 0.014 0.006 0
Si 5.446 10.887 14.931 0.001 -0.003 -0.005
Si 8.164 -2.72 14.954 0.003 -0.001 0.004
Si -5.43 0.009 14.981 0.001 -0.004 0.005
Si -2.702 2.73 14.98 0 -0.001 0.005
Si -5.43 5.429 14.968 -0.008 0.011 0.003
Si -2.761 8.149 14.937 -0.006 -0.005 0.002
Si -5.475 -5.434 14.939 0 -0.006 -0.002
Si -2.724 -2.711 14.96 -0.001 0 -0.002
O 7.323 -6.471 -7.078 0.189 -0.128 0.078
O 3.752 -4.456 23.14 0.177 0.365 0.684
O -1.542 6.703 23.233 0.265 -0.412 0.256
O -0.76 1.556 23.282 0.12 0.18 0.013
O 7.892 -3.06 24.424 -0.208 -0.438 0.137
O -6.756 -4.729 25.518 -0.363 -0.479 -0.165
O 2.004 3.19 -6.272 -0.775 0.269 0.088
O -5.455 0.071 -0.425 0.038 0.004 -0.426
O -6.785 5.143 -3.744 -0.179 -0.155 0.6
O 5.527 5.433 -0.341 0.032 -0.125 -0.521
O -1.838 -3.75 -1.16 -0.289 0.284 0.166
O 7.224 -7.265 -1.273 0.021 0 -0.432
O -0.087 -0.021 -0.423 0.097 -0.027 -0.378
O 8.136 -2.732 -0.399 -0.013 -0.081 -0.35
O 2.781 5.603 22.081 0.072 -0.051 0.272
O -6.782 -6.817 -2.459 -0.105 -0.091 -0.261
O -3.493 3.044 25.407 0.044 -0.092 -0.317
O -5.368 2.76 22.077 0.101 -0.004 0.31
O -0.764 -3.847 22.868 -0.083 -0.285 0.44
O 6.822 1.231 -2.122 0.156 -0.046 -0.178
O -5.5 5.503 -0.395 -0.112 -0.209 -0.044
O 8.06 5.389 22.16 0.197 0.008 0.089
O -1.261 2.787 -6.139 0.088 0.133 0.384
O -3.593 -4.954 -5.402 0.118 0.287 -0.601
O 4.154 7.465 -1.2 0.029 0.635 -0.073
O -7.741 0.959 -6.551 0.558 0.019 0.193
O -4.918 -1.738 -3.608 -0.426 -0.002 0.203
O 1.869 1.21 -4.415 0.149 -0.204 0.459
O 4.826 -2.201 -5.547 -0.425 0.186 0.003
O -1.973 -5.166 -3.343 0.35 -0.326 0.061
O -6.368 -3.974 23.006 0.316 0.088 -0.058
O -2.952 -8.07 24.863 0.225 0.284 0.153
O -5.88 -6.31 -5.238 -0.795 0.156 -0.073
O 4.391 0.741 -1.426 -0.43 -0.176 -0.165
O 8.107 -5.529 22.167 -0.01 0.003 0.185
O -0.031 -5.453 -0.366 -0.149 -0.07 -0.373
O -4.018 -1.746 -6.037 0.216 -0.154 -0.197
O -3.65 4.018 -1.418 0.35 -0.433 -0.004
O -2.629 -0.013 22.209 -0.012 -0.027 0.485
O 1.414 7.692 24.366 -0.497 0.258 -0.362
O -6.507 -4.559 -1.138 -0.236 0.022 -0.148
O -3.723 -1.659 -1.28 0.278 -0.194 -0.169
O -5.511 7.916 25.216 0.061 -0.393 0.399
O 0.173 7.626 -5.961 0.362 -0.136 -0.101
O 7.822 7.785 -3.516 0.298 0.142 -0.359
O -3.525 3.988 -6.528 -0.208 -0.532 0.318
O 0.727 -7.053 -3.935 -0.075 0.218 -0.02
O 6.034 7.791 25.772 0.02 0.031 0.126
O -4.533 -6.32 -1.169 0.167 0.162 -0.316
O -4.496 -7.91 -6.689 -0.077 -0.332 -0.149
O -1.588 1.328 25.8 -0.137 -0.417 0.086
O -7.216 1.237 22.914 -0.086 -0.668 -0.001
O -2.762 -8.09 -0.397 -0.181 -0.187 -0.214
O -2.912 2.684 -3.501 -0.261 -0.1 -0.51
O 7.064 -0.97 23.135 0.239 0.363 0.146
O 1.395 3.895 23.319 -0.329 -0.513 0.19
O 7.284 3.647 -1.083 0.132 0.243 -0.226
O -5.115 -4.864 -3.242 0.207 0.495 0.051
O 6.404 -7.136 23.398 -0.39 -0.078 0.131
O 1.443 -1.808 -1.459 0.503 -0.021 -0.131
O -1.752 4.976 -3.061 0.141 -0.352 -0.32
O 3.206 5.693 -2.809 0.123 -0.14 -0.021
O -5.253 4.897 25.008 -0.125 0.62 0.219
O 1.206 -2.086 22.989 0.245 0.255 0.089
O 6.448 2.472 -6.13 -0.042 0.192 0.08
O 1.869 -6.117 22.414 0.321 -0.026 -0.099
O 0 -3.422 -3.019 0.285 -0.322 0.044
O -6.554 -1.051 -5.483 0.029 0.185 0.204
O 4.642 1.579 23.227 -0.053 0.011 0.515
O 3.932 -3.776 -1.489 -0.334 0.221 -0.151
O 0.68 -1.054 -3.921 -0.107 -0.004 -0.221
O 6.236 -1.155 -1.288 -0.006 -0.47 -0.412
O -7.988 -7.662 25.042 0.267 0.069 -0.02
O -3.553 4.367 23.099 0.265 0.198 -0.07
O -3.641 -7.193 -4.21 0.246 -0.391 0.543
O 5.43 -0.414 -3.659 -0.38 -0.191 0.213
O 0.654 5.974 -3.352 0.324 0.344 -0.6
O -8.101 -0.795 25.598 -0.147 0.21 -0.109
O 4.931 0.342 -6.126 -0.193 -0.17 -0.504
O -3.021 0.064 -3.154 -0.454 0.09 -0.593
O 7.095 1.643 24.391 0.07 -0.358 -0.101
O -7.259 7.195 -1.272 -0.015 -0.245 -0.455
O 3.658 7.103 25.2 -0.095 -0.543 -0.065
O -4.146 -1.993 22.936 -0.024 -0.255 0.124
O -5.62 5.386 -6.006 -0.467 0.227 -0.233
O -4.568 -6.966 23.155 -0.73 -0.279 0.054
O -0.331 -2.505 25.025 -0.724 -0.235 0.155
O 0.585 2.654 25.347 0.049 -0.054 0.419
O -1.878 1.647 -1.341 -0.37 0.223 -0.015
O -2.427 -2.516 -3.375 0.227 -0.035 -0.39
O -2.563 0.443 -6.349 -0.173 0.279 0.467
O 0.785 5.333 25.468 -0.429 -0.261 0.443
O 5.266 3.061 25.359 0.229 -0.159 0.33
O 2.791 2.634 -0.483 -0.091 -0.109 -0.305
O 0.486 0.022 25.098 0.401 -0.08 -0.018
O 4.099 2.509 -4.857 0.315 0.2 0.455
O 1.406 -4.403 24.312 -0.064 -0.156 0.223
O 5.328 7.014 -3.582 -0.064 -0.169 0.185
O -5.506 7.385 -4.412 -0.123 0.121 0.621
O -7.448 3.589 24.378 -0.253 0.138 -0.336
O -5.901 -2.313 24.857 -0.048 0.38 -0.09
O 1.938 3.669 -3.719 -0.115 -0.153 -0.062
O -6.7 1.351 25.407 0.495 0.055 0.004
O 7.146 -1.022 -5.65 0.116 -0.287 0.102
O 0.043 -7.988 21.978 -0.083 -0.004 0.13
O -1.38 5.527 -6.383 -0.142 0.23 0.652
O 3.071 -8.023 -3.405 0.09 0.06 -0.494
O -7.627 3.588 -5.805 0.348 0.093 -0.068
O 2.787 -0.065 22.278 0.082 -0.024 0.611
O 6.364 -5.924 25.785 0.027 0.263 -0.357
O 5.43 -2.748 22.162 0.109 -0.132 0.118
O -0.771 7.321 25.744 -0.237 0.452 0.628
O -6.774 7.254 23.113 0.362 0.303 0.133
O 5.491 -5.538 -0.411 -0.085 -0.128 -0.3
O -7.469 6.071 25.396 -0.447 -0.197 0.261
O 0.018 0.448 -6.045 0.385 -0.33 -0.532
O -4.478 -6.071 25.673 0.243 0.465 0.105
O -7.102 1.892 -1.369 0.358 0.161 -0.501
O 6.188 3.662 22.94 0.049 0.107 0.381
O -4.197 5.086 -3.78 0.082 0.171 -0.061
O 3.739 7.892 22.797 0.421 0.413 0.109
O 3.856 -4.445 -6.573 -0.186 -0.133 0.167
O 3.082 -6.592 24.605 0.297 0.159 0.533
O 1.249 4.515 -1.347 -0.28 0.246 0.038
O 7.987 3.076 -3.458 -0.156 -0.162 -0.277
O 5.789 -1.657 25.363 -0.586 0.11 -0.158
O -2.731 5.602 25.249 0.034 -0.03 0.294
O 2.509 -2.921 -3.53 0.199 0.35 -0.659
O -5.821 -3.551 -5.387 -0.253 -0.03 -0.524
O -3.434 -3.106 25.273 0.361 -0.344 -0.182
O 4.642 -4.33 -4.033 0.314 -0.522 0.237
O 7.124 5.412 -4.589 -0.489 -0.159 0.1
O -2.723 -5.389 22.122 0.281 -0.079 0.496
O 1.513 -7.305 -1.389 0.204 -0.612 -0.051
O -1.407 -6.668 -5.39 0.06 0.156 -0.62
O -0.889 6.656 -1.297 0.215 -0.102 -0.06
O 2.558 -5.48 -2.925 -0.149 -0.078 0.202
O -1.295 7.564 -3.764 -0.337 0.187 0.273
O -0.687 1.19 -3.63 0.283 0.453 -0.043
O 2.892 3.922 25.616 -0.062 0.023 -0.14
O 1.927 -1.913 26.143 0.191 -0.275 -0.436
O -4.035 -0.544 25.164 0.36 0.475 -0.295
O 6.454 -4.259 -5.924 0.387 0.023 0.454
O 6.553 7.672 -5.825 0.01 -0.099 0.18

Results
total energy: -101657.200 eV
total energy less fixed offsets of O -438.25, Si -107.07 eV per atom: -4.000 eV
